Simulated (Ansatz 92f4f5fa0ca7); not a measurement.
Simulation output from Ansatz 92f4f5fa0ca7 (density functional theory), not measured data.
Periodic cell of 237 atoms, Si146O90As1, from a study of silicon, its oxide and their interface. The atomic structure is a simulated model.
Doubt: the cutoff is far below the 930 eV that the study's wrapper takes by default for these files, so forces and energies are approximate.
This geometry differs little from another in the collection (a relaxation step or a small displacement).

Settings: functional PBE; potential files Ansatz PAW; basis plane waves; wave-function cutoff 580 eV; density cutoff ratio 5; exchange-correlation grid ratio 1; k mesh 1 x 1 x 1, Gamma-centred; self-consistency stop 5e-08 eV per atom in the density residual; occupations fixed; spin none; net charge +1 e, with a uniform compensating background and no finite-size correction.

Cell vectors (angstrom)
a	11.6015	0	0
b	0	10.938	0
c	0	0	32.0622

Atoms: element, x, y, z (angstrom)
Si	-0.1947	-0.0701	23.2697
Si	3.6688	0.2022	23.1034
Si	7.5513	-0.1419	23.4441
Si	1.6853	1.3715	23.4203
Si	5.7357	1.3989	23.1852
Si	9.4421	1.2195	23.3596
Si	0.1615	5.3141	23.454
Si	4.1237	5.2918	23.399
Si	8.0354	5.6038	23.549
Si	2.1618	6.5802	23.3671
Si	5.9695	6.7611	23.4802
Si	10.0088	6.8649	23.6047
Si	1.9033	2.6635	25.3879
Si	5.8345	2.6522	25.2498
Si	9.6315	2.681	25.2607
Si	11.5969	4.003	25.3815
Si	3.8949	3.9664	25.327
Si	7.7454	4.0871	25.3475
Si	1.9739	8.1505	25.1872
Si	5.7769	8.1654	25.3648
Si	9.7121	8.2627	25.4401
Si	11.6393	9.5591	25.2627
Si	3.8679	9.5848	25.0685
Si	7.6917	9.517	25.41
Si	11.6509	-0.012	27.2065
Si	3.9059	-0.0549	27.114
Si	7.7629	-0.0224	27.2902
Si	1.988	1.3088	27.2858
Si	5.8346	1.3185	27.1973
Si	9.6969	1.3292	27.2069
Si	11.5917	5.4695	27.2303
Si	3.8485	5.4201	27.2156
Si	7.7164	5.4621	27.2674
Si	1.9384	6.8205	27.1661
Si	5.7624	6.7953	27.2741
Si	9.6566	6.8169	27.2952
Si	1.9474	2.7215	29.1848
Si	5.7996	2.7222	29.1204
Si	9.682	2.7268	29.1386
Si	0.015	4.0939	29.1526
Si	3.8686	4.0901	29.17
Si	7.7374	4.0852	29.1803
Si	1.9433	8.1883	29.1118
Si	5.7985	8.1835	29.1833
Si	9.6746	8.1928	29.2132
Si	0.009	9.5545	29.1448
Si	3.8771	9.5559	29.1027
Si	7.7371	9.5437	29.2044
Si	0.0053	0.0006	31.0838
Si	3.8654	0.0035	31.0542
Si	7.7318	0.0098	31.1059
Si	1.9343	1.3677	31.1159
Si	5.7979	1.3701	31.0584
Si	9.6711	1.3622	31.0824
Si	0.0145	5.4707	31.0795
Si	3.8736	5.4764	31.0976
Si	7.7439	5.4669	31.1155
Si	1.9437	6.8431	31.0636
Si	5.808	6.8319	31.1152
Si	9.6815	6.827	31.1384
Si	1.9368	2.7531	0.9825
Si	5.7969	2.7511	0.9225
Si	9.6699	2.7438	0.9558
Si	-0.0045	4.1097	0.9443
Si	3.8681	4.1221	0.9783
Si	7.7394	4.1116	0.9909
Si	1.9375	8.2223	0.9354
Si	5.801	8.2303	0.9642
Si	9.6718	8.2248	0.9987
Si	0.0032	9.5912	0.9733
Si	3.8657	9.5963	0.9541
Si	7.7405	9.5832	0.976
Si	11.6223	0.0357	2.9156
Si	3.8585	0.0222	2.9166
Si	7.7375	0.0269	2.8954
Si	1.9429	1.4078	2.9267
Si	5.8104	1.3728	2.8321
Si	9.6678	1.3753	2.9011
Si	11.5748	5.5201	2.8358
Si	3.8787	5.5031	2.9124
Si	7.7373	5.5213	2.9111
Si	1.9203	6.839	2.852
Si	5.8076	6.8699	2.8878
Si	9.6633	6.9022	2.9626
Si	1.9242	2.8421	4.8215
Si	5.8396	2.7326	4.7419
Si	9.6175	2.8935	4.7319
Si	11.5819	4.1847	4.7656
Si	3.9265	4.1172	4.8387
Si	7.7023	4.238	4.8972
Si	1.8913	8.1394	4.813
Si	5.7969	8.2512	4.801
Si	9.6689	8.2941	4.9247
Si	11.6282	9.6382	4.8704
Si	3.8132	9.4948	4.8006
Si	7.7286	9.6452	4.858
Si	11.6608	0.182	6.7893
Si	3.732	-0.0523	6.6748
Si	7.6111	-0.0209	6.883
Si	2.0535	1.5445	6.7757
Si	5.6738	1.3064	6.6288
As	9.6248	1.4855	6.7167
Si	11.5251	5.492	6.7135
Si	3.9809	5.4394	6.8161
Si	7.7372	5.6774	6.8575
Si	1.9717	6.6467	6.679
Si	5.8105	6.9805	6.7678
Si	9.7597	7.0364	6.9471
O	10.0062	7.977	8.3249
O	7.6675	9.9324	8.2205
O	7.3952	4.7185	8.1707
O	3.3541	10.3748	8.2284
O	2.0325	7.5856	8.0295
O	4.0019	4.6011	8.2743
O	9.7189	2.3542	8.2924
O	2.6122	2.3612	8.1359
O	11.3605	4.462	8.0018
O	5.3546	2.3905	7.8277
O	5.8204	7.9925	8.0978
O	11.2575	10.3488	8.1674
O	11.2831	10.0764	21.7962
O	3.2225	10.7144	21.532
O	5.7777	7.7595	22.1615
O	4.2241	4.4415	21.9548
O	7.6756	9.6774	22.1906
O	10.3059	7.6746	22.1898
O	1.6116	2.4024	22.1233
O	5.9476	2.4315	21.8806
O	8.4459	4.6996	22.216
O	-0.0713	4.4521	22.0345
O	2.3517	7.3705	21.9293
O	9.1267	1.8795	21.8698
Si	1.9218	7.8074	9.6197
Si	5.0371	0.5839	17.6966
Si	2.4875	5.4229	14.0296
Si	10.5582	3.8686	14.0585
Si	8.2786	2.3951	15.2758
Si	9.5495	2.2402	20.3418
Si	10.5	3.5992	9.0768
Si	0.0368	2.3131	11.5829
Si	11.0242	8.1375	15.4097
Si	5.1609	6.9364	14.0045
Si	5.7543	2.6195	11.1457
Si	8.5791	7.6646	19.3888
Si	8.1191	4.842	20.6288
Si	5.9127	9.5873	15.215
Si	2.1119	7.63	20.343
Si	1.9289	4.8859	18.791
Si	4.4956	3.4443	18.019
Si	8.5006	8.9251	16.8184
Si	0.8367	9.4819	13.3181
Si	9.9076	10.6596	11.7538
Si	5.3518	3.702	21.0182
Si	0.5794	5.5297	16.274
Si	10.7735	9.1591	9.1824
Si	6.5617	8.8879	21.2856
Si	7.1205	7.1153	11.5078
Si	2.6796	0.74	12.2433
Si	10.8859	8.6726	21.0428
Si	6.0433	4.3379	15.6512
Si	7.0815	0.4943	13.0014
Si	4.0591	2.9967	8.6244
Si	0.8783	6.748	11.9032
Si	6.5658	9.0507	9.1016
Si	0.6674	3.2861	21.1433
Si	9.8078	6.515	12.8983
Si	7.7168	4.5342	9.7621
Si	3.9771	10.0718	20.2184
Si	4.2613	3.048	13.5517
Si	3.8563	10.0298	9.7563
Si	8.0555	0.7783	18.0415
O	11.5103	3.2347	12.9067
O	9.3497	4.4567	9.865
O	8.804	3.5994	19.8578
O	4.0329	-0.052	18.8157
O	11.3228	4.5485	15.3132
O	9.8416	9.7952	10.3519
O	3.7726	1.5413	13.1532
O	0.6611	9.0552	14.8797
O	6.4747	0.9769	18.3909
O	4.7528	3.1674	19.6108
O	6.2547	1.1842	11.7592
O	0.5652	8.6841	9.8657
O	5.6469	4.3264	17.2424
O	8.4518	7.2176	12.4063
O	4.4107	2.6331	10.1729
O	2.0606	5.6661	15.5796
O	3.3867	0.0719	10.9394
O	5.8867	7.217	12.5581
O	2.3138	6.3452	19.3836
O	0.6501	4.9363	17.7831
O	8.4138	10.6951	12.3974
O	5.477	10.1035	9.6796
O	0.5879	8.1687	20.2108
O	9.7655	2.6093	14.6881
O	2.0101	10.5906	13.2417
O	9.9372	9.1127	16.0947
O	6.1395	10.3576	13.7864
O	7.4563	1.6067	14.1197
O	1.6524	3.9107	20.0402
O	5.9081	5.8018	14.9305
O	7.3328	8.9367	15.696
O	1.5132	1.6647	11.6157
O	7.1938	8.3069	10.3883
O	4.331	1.9927	17.2801
O	7.0322	3.1685	10.3001
O	11.5344	7.013	16.4573
O	8.2776	10.1389	17.8411
O	3.2848	8.5448	10.107
O	7.5911	3.8509	15.5297
O	3.1366	4.3024	17.8925
O	2.8956	3.8906	13.7169
O	1.3379	8.2118	12.4411
O	1.2132	5.6776	13.0593
O	4.9641	8.3094	14.8647
O	11.1713	2.3876	20.3379
O	10.9865	9.9978	12.7729
O	5.2863	3.5858	12.38
O	5.0902	3.2118	14.9338
O	6.4874	4.7983	20.5666
O	8.4006	1.5703	16.6648
O	10.4085	1.2446	11.4646
O	10.8741	6.6229	11.6553
O	3.2367	8.6836	19.8431
O	1.7034	6.4563	10.5133
O	7.1606	8.1939	19.9639
O	8.5012	7.5829	17.7565
O	3.6772	6.4259	13.6117
O	9.5669	4.965	13.3447
O	5.5076	9.9825	20.7527
O	10.3486	7.3691	14.1519
O	8.7808	6.1615	19.9665
O	7.0895	5.73	10.6545
O	5.2628	10.5442	16.3857
O	9.0541	1.1382	19.2668
O	11.5847	3.1501	10.1813
O	9.7356	8.7068	19.8907

Results
free energy: -148856.761 eV
free energy less fixed offsets of As -4856.12, O -568.88, Si -635.61 eV per atom: -2.381 eV

Forces (eV/angstrom), in the order of the atoms: element, x, y, z
Si	0.0013	0.0063	0.0086
Si	0.0092	-0.0033	0.0102
Si	-0.0052	0.0011	0.0068
Si	-0.0023	0.0012	0.0078
Si	-0.0034	-0.0011	0.0093
Si	0.0072	-0.0035	0.0056
Si	-0.0021	0.0011	0.0101
Si	-0.0003	-0.0004	0.0079
Si	-0.0053	0.0009	0.002
Si	-0.0026	-0.002	0.0037
Si	0.0015	-0.0008	0.0122
Si	0.0003	0.0003	0.0065
Si	-0.0003	-0.0013	0.0003
Si	0.0008	-0.0035	-0.0029
Si	-0.0009	0.0089	-0.0022
Si	0.0033	0.0001	-0.0062
Si	-0.0001	0.0007	-0.0022
Si	-0.0004	0.0026	-0.0053
Si	0.0035	-0.0012	-0.0022
Si	0.0006	0.0011	-0.0035
Si	-0.0003	0	-0.0021
Si	-0.0013	-0.001	-0.0028
Si	-0.0016	0.0017	0.0017
Si	0.0027	-0.0015	-0.001
Si	0.002	0.0038	0.0023
Si	-0.0017	-0.0016	0.0012
Si	-0.0013	0.0051	-0.0018
Si	0.0024	0.0019	-0.0001
Si	-0.0018	0.0044	0.0038
Si	-0.0017	-0.0114	0.002
Si	-0.0006	0.0012	0.0002
Si	-0.0013	-0.0008	0.0008
Si	0.0017	0.0008	0.0008
Si	-0.0018	0.0028	-0.0015
Si	0.0011	0.0014	-0.0021
Si	0	-0.0014	-0.0067
Si	0.003	-0.0023	0.0026
Si	0.0007	-0.004	-0.0017
Si	0.0013	0.0134	-0.0038
Si	0.0022	-0.0007	0.0038
Si	-0.0022	-0.0018	-0.0008
Si	-0.0051	-0.0005	0.0056
Si	0.0021	-0.0025	-0.0015
Si	-0.0067	-0.0019	0.0077
Si	-0.0005	0.002	0.01
Si	-0.0038	-0.002	-0.0077
Si	0.0024	0.002	-0.0094
Si	0.0058	-0.0033	-0.0017
Si	0.0021	0.0042	0.0129
Si	-0.0009	0.0035	0.0053
Si	-0.005	0.0043	0.0094
Si	0.0026	0.0034	-0.0107
Si	-0.0025	0.0049	-0.0039
Si	0.0011	-0.0199	-0.0085
Si	-0.0026	0.002	-0.0021
Si	0.0005	0.001	0.0001
Si	0.002	0.0011	-0.0004
Si	-0.0039	-0.0009	0.0035
Si	0.0045	0.0011	0
Si	0.0001	-0.0024	0.0002
Si	-0.0048	-0.0067	0.0115
Si	0.0017	-0.0109	0.004
Si	0.0005	0.022	0.0053
Si	0.005	-0.0056	-0.0041
Si	0.0023	-0.0052	-0.0125
Si	-0.0064	-0.0014	-0.0002
Si	0.0028	-0.0001	-0.0012
Si	-0.0051	0.0013	0.0015
Si	-0.0019	0.0026	0.0142
Si	-0.0104	-0.0033	0.002
Si	0.0007	0.003	0.0067
Si	0.0115	-0.0119	-0.0047
Si	0.0014	0.0144	0.006
Si	0.0008	0.0017	-0.0038
Si	-0.0012	0.0192	0.0116
Si	-0.0044	0.0003	0.0096
Si	-0.0038	-0.0013	0.0123
Si	0.0018	-0.0446	-0.0125
Si	-0.0109	0.0128	0.0067
Si	-0.0079	-0.0091	0.0206
Si	0.0046	0.0055	0.008
Si	-0.0008	-0.0057	-0.0069
Si	0.0142	-0.0077	-0.014
Si	-0.0006	0.0037	-0.0109
Si	-0.0118	0.0042	0.009
Si	0.0139	-0.0038	0.0101
Si	-0.0132	0.0505	0.0248
Si	0.0127	-0.0206	-0.0094
Si	0.0047	-0.0074	0.0013
Si	-0.0009	-0.0186	-0.0042
Si	0.0097	-0.0008	-0.0065
Si	-0.0231	0.0015	0.0018
Si	-0.0038	0.0081	0.0142
Si	0.0016	-0.0126	0.0247
Si	0.0036	-0.0059	-0.0024
Si	0.0194	-0.0242	-0.009
Si	-0.029	-0.0238	0.006
Si	-0.0098	0.0082	-0.0273
Si	0.0162	0.0757	-0.0524
Si	0.0043	-0.0073	-0.0331
Si	0.0035	0.0007	-0.0261
As	0.044	-0.2062	-0.0617
Si	-0.0064	-0.0015	0.0238
Si	-0.0076	0.009	-0.0121
Si	0.008	0.0196	-0.0211
Si	0.0162	-0.0178	-0.0342
Si	0.0042	-0.0111	-0.0235
Si	-0.0115	-0.0152	-0.014
O	0.0188	0.0346	0.0165
O	-0.0287	-0.033	0.0189
O	0.0133	-0.0087	0.0742
O	-0.0038	-0.0139	0.0429
O	-0.005	0.0183	0.0275
O	0.002	-0.0098	0.0128
O	0.036	0.2087	0.1824
O	0.0205	0.0229	0.0293
O	-0.0136	-0.0201	0.0059
O	-0.0106	0.0171	0.0229
O	0.006	0.0264	0.0225
O	-0.0693	-0.026	-0.0001
O	-0.0037	-0.0153	-0.0059
O	0.0007	-0.0086	-0.0141
O	0.0029	0.0126	-0.0066
O	0.0064	-0.0096	-0.0079
O	-0.0026	-0.0102	-0.0036
O	0.0061	0.0123	-0.0069
O	-0.0051	0.0102	-0.0058
O	0.0007	0.013	-0.0056
O	0.003	-0.007	-0.0085
O	0.0017	-0.0137	-0.0071
O	-0.0019	0.002	-0.0178
O	0.0006	0.0117	-0.0111
Si	-0.0037	0.0148	-0.0075
Si	-0.0017	-0.0045	-0.0016
Si	-0.0135	0.0007	0.0114
Si	0.0133	-0.002	-0.0135
Si	0.0108	-0.0051	-0.0033
Si	-0.0009	0.0023	0.0056
Si	-0.0249	-0.0134	-0.0763
Si	0.0009	0.0771	-0.0302
Si	-0.0056	-0.0025	0.005
Si	0.0036	-0.0038	0.0066
Si	-0.0008	0.0124	-0.0034
Si	-0.0009	-0.0006	-0.0032
Si	-0.0023	-0.0019	-0.0011
Si	0.0027	-0.0006	0.0029
Si	-0.0031	0.003	0.0001
Si	-0.006	-0.0012	-0.0043
Si	0.0006	0.0049	0.0035
Si	-0.0009	0	-0.0018
Si	-0.002	-0.0126	0.0048
Si	0.0116	0.0075	0.0015
Si	-0.0021	-0.0004	0.0069
Si	0.0011	-0.0052	-0.0055
Si	0.0725	0.0342	-0.0582
Si	0	0.0003	0.0006
Si	0.0311	-0.0155	-0.0005
Si	0.0049	-0.0063	0.0085
Si	0	0.0051	0.004
Si	-0.0027	0.001	0.0034
Si	0.0024	-0.0054	0.0025
Si	-0.0025	-0.0166	-0.0361
Si	-0.0013	-0.0076	0.0089
Si	0.0049	0.0145	-0.0436
Si	0.0007	0.0024	0.0036
Si	-0.0259	0.0038	0.0022
Si	0.0898	0.0187	-0.0018
Si	-0.0031	0.0018	0.0068
Si	0.0058	-0.0011	0.0098
Si	0.0002	-0.011	-0.0253
Si	0.0068	0.0031	-0.0079
O	-0.0089	-0.0345	-0.0749
O	-0.1602	0.027	0.0024
O	0.0024	-0.0016	0.0041
O	0.0035	0.0053	-0.0044
O	0.0037	0.0069	0.0036
O	0.02	0.0099	0.0093
O	0.0023	0.005	-0.0076
O	-0.0118	-0.0061	-0.0035
O	-0.0024	-0.0004	0.0029
O	-0.0058	-0.0031	-0.0114
O	0.0075	-0.0099	-0.0031
O	-0.0513	0.0426	-0.0404
O	0.0016	-0.0016	0.0033
O	-0.0113	-0.0125	-0.0158
O	0.0125	-0.0056	0.0152
O	-0.0096	-0.0019	0.001
O	-0.0089	0.0123	0.0112
O	0.0016	0	-0.0019
O	-0.0061	-0.008	0.0017
O	0.0077	0.0026	0.001
O	-0.0073	0.0087	-0.012
O	0.0012	-0.0061	0.0001
O	0.0066	-0.0014	0.0042
O	-0.0227	-0.0054	-0.001
O	-0.003	-0.0029	-0.0063
O	0.0114	-0.0102	-0.0055
O	-0.0037	-0.0081	-0.0008
O	0.0073	0.0146	0.0129
O	0.0068	0.0121	-0.0082
O	-0.0001	-0.0044	-0.0022
O	-0.0036	0.0038	-0.0036
O	-0.0412	0.0299	-0.0153
O	0.0014	-0.0355	0.031
O	-0.0009	-0.0033	0.0015
O	-0.0125	0.0125	0.0047
O	-0.0032	-0.0003	-0.0163
O	0.0003	0.001	0.0043
O	-0.0006	0.0018	-0.0051
O	-0.0003	-0.003	-0.0043
O	0.0005	-0.0009	0.0017
O	0.0005	0.0042	-0.0099
O	-0.0086	0.0237	0.0051
O	0.0124	-0.0099	0.0025
O	-0.0012	0.002	-0.0042
O	-0.0025	-0.0028	0.0032
O	0.0098	0.0003	-0.0101
O	-0.0061	-0.0001	0.0033
O	0.0018	-0.0007	-0.0026
O	0.001	0.0012	0.0043
O	0.0014	0.0041	-0.0051
O	0.0097	-0.0129	0.0012
O	-0.0055	0.0056	0.0035
O	0.0034	-0.0011	0.0038
O	0.0004	-0.0081	-0.0007
O	0.0061	-0.0037	0.0004
O	-0.0012	0.0009	-0.0044
O	0.0008	-0.0023	-0.0061
O	0.0083	-0.0008	-0.0018
O	-0.0035	0.0022	0.0036
O	0.0109	0.0007	-0.0019
O	0.0024	0.0076	0.003
O	0.0441	-0.0195	-0.0214
O	0.0005	0.0009	0.0021
O	-0.0061	-0.0082	-0.0011
O	0.0228	-0.0989	0.1296
O	-0.0057	-0.0018	0.0004

The program warned: the cutoff lies below the one the program advises for these potential files; the forces do not sum to zero within the program's tolerance; the exchange-correlation potential is rough where the density is thin.
